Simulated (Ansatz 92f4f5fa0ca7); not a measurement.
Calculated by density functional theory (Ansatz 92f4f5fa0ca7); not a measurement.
Periodic cell of 223 atoms, Si132O90P1, from a study of silicon, its oxide and their interface. The atomic structure is a simulated model.
Doubt: the cutoff is far below the 930 eV that the study's wrapper takes by default for these files, so forces and energies are approximate.
This geometry differs little from another in the collection (a relaxation step or a small displacement).

Settings: functional PBE; potential files Ansatz PAW; basis plane waves; wave-function cutoff 580 eV; density cutoff ratio 5; exchange-correlation grid ratio 1; k mesh 1 x 1 x 1, Gamma-centred; self-consistency stop 5e-08 eV per atom in the density residual; occupations fixed; spin none; net charge +1 e, with a uniform compensating background and no finite-size correction.

Cell vectors (angstrom)
a, 10.938, 0, 0
b, 0, 10.938, 0
c, 0, 0, 32.1988

Atoms and the computed forces on them: element, x, y, z (angstrom), force x, y, z (eV/angstrom)
Si, 10.5831, 0.221, 24.8624, -0.0067, 0.0068, 0.0147
Si, 5.7336, 10.6805, 24.7358, 0.0083, -0.0086, 0.0149
Si, 2.4789, 2.9157, 24.6355, -0.0054, 0.0075, 0.0156
Si, 8.4219, 2.4643, 24.8188, 0.007, -0.0087, 0.0147
Si, 0.2717, 5.1691, 24.7487, 0.0091, -0.0055, 0.0164
Si, 5.1496, 5.746, 24.6874, -0.0095, 0.0089, 0.0178
Si, 2.9287, 8.0089, 24.5895, 0.0064, -0.0083, 0.0174
Si, 7.9389, 8.436, 24.728, -0.0062, 0.0081, 0.0175
Si, 1.3265, 1.3829, 26.0302, 0.0013, -0.0028, -0.0056
Si, 6.8433, 1.3086, 26.1172, -0.0052, 0.0056, -0.002
Si, 4.0398, 4.105, 25.9934, -0.0008, 0.0001, -0.001
Si, 9.6056, 4.0587, 26.0792, -0.0033, 0.0031, -0.0043
Si, 1.3934, 6.8294, 25.9967, -0.0001, -0.0011, 0.0015
Si, 6.7644, 6.852, 26.0203, 0.001, 0.0007, -0.004
Si, 4.099, 9.5339, 25.9927, 0.0009, 0.0013, -0.0025
Si, 9.4591, 9.5701, 26.151, 0.0028, -0.0019, -0.004
Si, 2.7247, -0.0075, 27.3375, 0.0013, -0.0003, 0.001
Si, 8.1537, -0.0193, 27.5593, -0.0007, -0.0027, 0.0069
Si, 0.0067, 2.7154, 27.4819, 0.0022, 0.0015, 0.008
Si, 5.4397, 2.7412, 27.3646, 0.0015, -0.001, 0.0008
Si, 2.7203, 5.4694, 27.4304, 0.001, 0.001, 0.0023
Si, 8.1819, 5.4702, 27.346, -0.0003, -0.001, 0.0009
Si, -0.0099, 8.1816, 27.3712, 0.0006, 0.0003, 0.0006
Si, 5.4365, 8.1986, 27.4433, -0.0036, -0.0036, 0.0041
Si, 4.0779, 1.36, 28.7406, -0.001, -0.0001, -0.0026
Si, 9.5769, 1.354, 28.8444, 0.001, 0.0006, 0.0012
Si, 1.3581, 4.1076, 28.8138, -0.0009, -0.0002, -0.0029
Si, 6.8305, 4.101, 28.7384, -0.002, 0.001, -0.0012
Si, 4.0933, 6.8215, 28.8055, 0.0006, -0.0002, -0.0054
Si, 9.5485, 6.8224, 28.744, 0.0008, -0.0038, -0.0003
Si, 1.3638, 9.568, 28.7314, 0.0024, -0.0002, -0.0003
Si, 6.7808, 9.5412, 28.8592, -0.0055, 0.0025, 0.0015
Si, 0.0194, -0.026, 30.1615, -0.0038, 0.0008, -0.0013
Si, 5.4225, 0.006, 30.1658, 0.0018, -0.0035, -0.0005
Si, 2.7346, 2.7238, 30.1462, -0.0012, 0.0024, 0.0007
Si, 8.1947, 2.7483, 30.1456, 0.0001, 0, -0.0003
Si, -0.0337, 5.4693, 30.1449, 0.0034, -0.0031, 0.0006
Si, 5.4814, 5.4558, 30.1465, -0.0022, 0.0004, 0.0001
Si, 2.7183, 8.2165, 30.1319, 0.0029, -0.0039, 0.0003
Si, 8.2024, 8.176, 30.1607, 0, 0.0028, -0.0013
Si, 1.3777, 1.3559, 31.5283, 0.0035, 0.0014, -0.0001
Si, 6.8282, 1.3715, 31.4938, 0.0014, -0.0001, 0.0045
Si, 4.1114, 4.088, 31.5083, 0.0018, -0.0009, 0.0021
Si, 9.5594, 4.1001, 31.5362, 0.0002, 0.0018, -0.0007
Si, 1.3426, 6.8519, 31.4796, -0.0018, 0.0014, 0.005
Si, 6.8434, 6.8124, 31.5359, -0.0023, -0.0035, -0.0001
Si, 4.0738, 9.5683, 31.5401, -0.0012, 0.0018, -0.001
Si, 9.5769, 9.5507, 31.5189, 0.001, -0.0005, 0.0023
Si, 2.7286, 0.0026, 0.7283, 0.0021, -0.0001, 0.0064
Si, 8.1989, 0.0033, 0.6572, -0.0016, -0.0005, 0.0027
Si, 0.005, 2.7233, 0.6976, 0.0005, 0.0039, 0.0049
Si, 5.4823, 2.7261, 0.6825, -0.0041, 0.0028, 0.0042
Si, 2.7286, 5.4935, 0.63, 0.0001, -0.0017, 0.0043
Si, 8.2032, 5.457, 0.7264, -0.0003, -0.0059, 0.0082
Si, 0.0051, 8.1886, 0.6933, 0.0021, -0.003, 0.0038
Si, 5.4739, 8.1982, 0.6941, -0.0016, -0.0001, 0.0082
Si, 4.1518, 1.3617, 2.0731, 0.0033, 0.0064, 0.0008
Si, 9.5634, 1.3452, 2.05, -0.0102, -0.0023, 0.0008
Si, 1.3797, 4.1546, 2.0201, 0.0113, 0.0034, 0.0013
Si, 6.8435, 4.057, 2.0826, -0.0093, 0.0009, -0.001
Si, 4.0778, 6.8263, 2.047, -0.0061, -0.0115, 0.0007
Si, 9.5793, 6.8341, 2.0716, 0.0077, 0.0039, -0.0005
Si, 1.3715, 9.5451, 2.0711, -0.0041, -0.0033, -0.0007
Si, 6.8366, 9.5932, 2.0444, 0.007, 0.0057, -0.0002
Si, -0.0112, -0.032, 3.4018, 0.0039, -0.0003, -0.0006
Si, 5.4996, -0.0024, 3.4783, 0.0051, -0.0032, 0.0096
Si, 2.776, 2.7925, 3.3532, 0.0037, 0.0087, 0.0158
Si, 8.2029, 2.6849, 3.458, 0.0069, -0.0093, 0.0061
Si, 0.0205, 5.4742, 3.439, -0.0032, 0.0022, -0.0011
Si, 5.4668, 5.4601, 3.4042, 0.0046, 0.005, 0.008
Si, 2.7667, 8.2089, 3.4536, -0.004, 0.0022, 0.0051
Si, 8.1978, 8.2226, 3.3909, -0.0138, -0.0032, -0.0074
Si, 1.3959, 1.4063, 4.6482, -0.004, -0.0038, -0.0022
Si, 6.8502, 1.3439, 4.9025, 0.0018, -0.0086, -0.0218
P, 4.1538, 4.0849, 4.795, 0.0022, -0.012, -0.044
Si, 9.5794, 4.0785, 4.766, -0.0038, -0.0018, 0.0039
Si, 1.4161, 6.8259, 4.8106, -0.0014, 0.0066, -0.0234
Si, 6.8041, 6.8815, 4.752, -0.0004, 0.0009, -0.0166
Si, 4.1373, 9.5714, 4.8514, 0.005, 0.0028, 0.0059
Si, 9.5522, 9.5448, 4.8144, 0.0187, 0.0024, -0.0265
Si, 2.7452, 0.1058, 6.055, 0.006, -0.0077, -0.0143
Si, 8.2028, -0.0637, 6.2965, -0.0249, 0.014, -0.0027
Si, 0.0127, 2.6655, 6.06, 0.0001, 0.0114, -0.0132
Si, 5.4702, 2.7313, 6.2788, 0.0034, 0.0118, -0.0125
Si, 2.8286, 5.4537, 6.1562, 0.0014, -0.0093, -0.0102
Si, 8.1799, 5.483, 6.0364, 0.0073, -0.0138, -0.0036
Si, 0.0199, 8.176, 6.1797, 0.0037, -0.0057, 0.0076
Si, 5.5246, 8.231, 6.255, -0.0267, 0.0035, -0.0259
Si, 3.8253, 1.5549, 7.6017, -0.0093, 0.0011, -0.0161
Si, 9.8424, 1.1286, 7.4782, 0.0128, 0.0294, 0.0175
Si, 1.628, 3.783, 7.3025, 0.0234, -0.0138, -0.0142
Si, 6.6641, 4.4283, 7.4743, -0.0091, 0.0128, -0.0246
Si, 4.4127, 6.6298, 7.5509, 0.0143, -0.0055, -0.0053
Si, 9.3622, 6.942, 7.4168, 0.0132, -0.0554, 0.0023
Si, 1.1508, 9.9163, 7.3035, 0.0347, -0.0022, -0.0069
Si, 7.1607, 9.2247, 7.6936, -0.0314, 0.0061, 0.03
O, 8.3018, 8.0724, 7.926, 0.0214, 0.0385, -0.0145
O, 2.7241, 2.733, 7.937, -0.0246, -0.0006, 0.0242
O, 9.5176, 1.3471, 24.2711, 0.0018, 0.0013, -0.0036
O, 4.0441, 6.861, 24.1319, 0.0011, 0.0008, -0.0055
O, 0.0446, 0.0236, 7.9706, -0.0302, -0.0234, -0.0043
O, 5.5274, 5.5029, 8.0237, 0.0008, -0.0001, 0.0148
O, 6.8478, 9.5707, 24.2033, -0.0012, -0.001, -0.0048
O, 1.3705, 4.0629, 24.1726, -0.0006, -0.002, -0.0033
O, 3.8135, 7.3293, 8.93, -0.0162, 0.013, 0.0177
O, 0.8775, 4.438, 8.5801, -0.0133, 0.0207, 0.0215
O, 9.794, 6.1277, 8.7887, 0.0198, -0.0038, 0.0156
O, 2.1706, 9.3962, 8.4761, 0.0021, -0.015, 0.0157
O, 7.503, 3.8947, 8.7765, 0.0153, -0.0108, 0.0244
O, 4.2909, 0.9261, 9.0516, 0.0111, -0.0061, 0.0282
O, 6.7228, 9.5527, 9.2349, 0.0037, -0.0005, 0.0208
O, 9.2282, 1.8614, 8.8149, -0.0101, -0.0009, 0.0033
O, 7.7047, 3.1503, 23.5189, -0.0129, 0.0101, -0.0136
O, 10.4936, 5.8447, 23.4454, -0.0108, 0.013, -0.0152
O, 5.0855, 0.4356, 23.4036, -0.0109, 0.0147, -0.0158
O, 5.8558, 5.0839, 23.3639, 0.0109, -0.0142, -0.0127
O, 3.1053, 2.2072, 23.2781, 0.0123, -0.0096, -0.0135
O, 2.2946, 8.7209, 23.2265, -0.0122, 0.0098, -0.0131
O, 8.6232, 7.7557, 23.397, 0.0133, -0.0108, -0.0145
O, 0.2282, 10.3213, 23.6, 0.0107, -0.0158, -0.0194
Si, 4.3873, 1.5687, 22.4621, 0.0008, 0.0022, 0.0201
Si, 3.4913, 7.928, 14.0354, -0.001, 0.0008, 0.0006
Si, 7.1159, 0.9578, 14.6678, 0.0012, 0.0027, 0.0029
Si, 0.9412, 9.3552, 22.5167, 0.0015, -0.0036, 0.0199
Si, 1.1878, 4.3065, 11.8846, -0.0037, 0.011, -0.0002
Si, 6.2689, 8.9663, 15.3191, -0.0014, -0.0028, 0.0049
Si, 0.6737, 1.373, 12.2981, -0.0004, -0.0006, 0.0094
Si, 8.6237, 4.9525, 20.5062, -0.006, 0.0074, 0.0063
Si, 0.3233, 5.735, 9.3681, -0.0064, -0.0016, -0.0395
Si, 5.1, 3.1238, 17.9409, -0.0017, -0.0024, -0.0067
Si, 0.8871, 3.7472, 16.7489, -0.0047, -0.0005, 0.0022
Si, 10.4007, 2.8486, 19.2276, -0.0004, 0.003, -0.0015
Si, 5.2898, 1.1824, 10.3548, -0.0028, -0.0038, -0.0235
Si, 0.8831, 0.1801, 19.8457, 0.0082, -0.0085, 0.0048
Si, 6.6452, 9.4576, 10.8826, -0.0113, 0.0068, -0.0134
Si, 9.3369, 9.6802, 18.3249, 0.0031, 0.0044, -0.0047
Si, 9.3922, 9.2467, 12.5758, -0.0055, 0.0001, 0.0041
Si, 6.5685, 3.8435, 22.5805, -0.0024, 0.0005, 0.0149
Si, 2.4262, 8.081, 9.3865, 0.006, -0.0084, -0.0368
Si, 10.5882, 7.3693, 17.0764, 0.0009, 0.0003, -0.0018
Si, 2.5111, 6.2936, 16.5816, 0.0008, 0.0006, -0.005
Si, 10.1811, 4.4964, 14.1913, 0.0009, -0.0031, 0.004
Si, 6.1376, 9.1872, 18.5136, -0.0033, 0.0043, -0.0113
Si, 7.9726, 2.5608, 9.5916, -0.0067, 0.0059, -0.0303
Si, 8.877, 2.1496, 12.46, -0.0014, 0.0037, -0.001
Si, 5.3387, 6.247, 18.0643, 0.0001, -0.0016, -0.0078
Si, 3.9209, 0.557, 19.463, -0.0041, 0.0045, 0.0103
Si, 4.2828, 3.8419, 12.0508, 0.0048, -0.0035, 0.0017
Si, 5.5423, 6.6, 12.1477, 0.002, 0.0047, 0.0074
Si, 8.0125, 2.5064, 17.2185, 0.0011, -0.0027, -0.0014
Si, 4.3589, 2.4778, 14.9666, 0, 0.0061, -0.0012
Si, 1.5365, 1.216, 15.2571, -0.002, 0.0033, 0.0018
Si, 1.5687, 9.4204, 12.0544, 0.0095, -0.008, -0.0003
Si, 8.0532, 6.8546, 13.8703, -0.0019, -0.0024, 0.0072
Si, 10.3805, 9.8385, 15.4896, 0.0001, 0.0034, -0.0009
Si, 9.8068, 7.0136, 22.5459, -0.0004, 0.0013, 0.015
Si, 8.1078, 5.4859, 17.4057, 0.0017, -0.0022, 0.0064
O, 6.0417, 7.9589, 11.291, -0.0028, -0.0111, -0.0033
O, 6.0178, 9.2108, 16.8944, 0, 0.0012, 0.0039
O, 7.676, 1.3682, 13.194, -0.0072, -0.0048, 0.0026
O, 0.8883, 1.7541, 13.8647, 0.0048, -0.0004, 0.0076
O, 9.4273, 6.2566, 16.8781, 0.0017, 0.0018, -0.0005
O, 6.7611, 6.2037, 13.141, 0.0088, 0.0002, -0.0014
O, 5.1301, 4.6615, 18.6053, 0.0002, 0.0028, 0.005
O, 9.2287, 2.1591, 18.2729, -0.004, -0.0006, 0.0008
O, 2.3642, 0.0964, 19.0807, 0.0013, 0.0002, -0.0003
O, 9.4107, 10.2372, 16.7646, -0.0017, -0.0012, 0.0015
O, 2.7941, 4.4331, 11.7011, -0.0029, -0.001, -0.0073
O, 5.0637, 10.3241, 19.1038, 0.0041, -0.0049, 0.0026
O, 9.4277, 3.2501, 13.4903, 0.003, 0.007, -0.0044
O, 0.4558, 1.7683, 19.9586, -0.0021, 0.0015, 0.0053
O, 3.1487, 1.3647, 15.0532, -0.0008, -0.0013, -0.0046
O, 8.1626, 5.378, 19.0203, -0.0028, 0.0024, -0.0092
O, 3.8936, 6.6033, 17.3887, 0.0022, 0.0005, 0.0038
O, 4.575, 3.2804, 16.3827, 0.0015, 0.0023, 0.0035
O, 9.0698, 5.6734, 14.3094, 0.0007, 0.0002, -0.0068
O, 5.4498, 2.7563, 22.1357, -0.0011, -0.0015, 0.0018
O, 10.6797, 4.1497, 15.6831, 0.0041, -0.0006, 0.0043
O, 0.3401, 3.8703, 18.2815, 0.0021, 0.0022, 0.0012
O, 10.4245, 10.516, 19.2192, -0.0064, -0.0024, 0.0004
O, 9.645, 10.0293, 14.0257, 0.0037, 0.0029, 0.006
O, 10.9071, 8.1199, 22.089, 0.0016, 0.0018, 0.0025
O, 1.1921, 2.1631, 16.5298, -0.0002, 0.002, 0.0006
O, 9.7296, 3.7515, 20.4166, 0.005, -0.0066, 0.0018
O, 8.1355, 4.0337, 16.6779, -0.001, 0.001, -0.0032
O, -0.0406, 9.1026, 11.904, -0.0065, 0.0032, -0.0087
O, 6.5838, 2.4186, 18.0047, -0.0002, 0.0012, 0.003
O, 5.5779, 10.7176, 11.1958, 0.0036, -0.0083, -0.0002
O, 7.7479, 9.5958, 18.8411, 0.0006, -0.0004, 0.006
O, 10.0245, 1.0336, 12.0522, 0.0011, 0.0021, -0.0083
O, 1.2423, 7.0303, 9.0577, 0.0007, 0.0035, 0.0079
O, 0.6273, 4.7705, 13.3455, -0.0062, 0.0003, 0.0026
O, 5.7073, 7.625, 18.9783, -0.0005, -0.0013, 0.0084
O, 5.2419, 5.0868, 11.5156, -0.001, 0.0045, -0.0058
O, 2.7123, 6.9857, 15.1167, -0.0027, -0.0041, 0.0044
O, 0.9123, 2.7464, 11.4582, -0.0003, -0.0039, -0.0051
O, 0.8604, 10.6874, 15.541, -0.0011, -0.002, -0.0017
O, 2.4075, 8.6018, 10.9103, -0.0079, 0.0153, 0.0227
O, 4.7043, 2.4373, 11.2534, -0.0068, 0.0153, 0.0051
O, 4.2573, 3.5057, 13.6725, -0.0004, -0.0089, 0.0088
O, 2.2036, 4.6839, 16.4885, 0.0005, 0.0011, -0.0016
O, 10.7017, 8.251, 15.6951, -0.0003, -0.0017, -0.0018
O, 6.9315, 10.2898, 14.6619, -0.0011, -0.0017, -0.0063
O, 2.3459, 8.9545, 13.4248, 0.0062, -0.003, 0.0003
O, 8.031, 1.5244, 15.906, 0.0012, 0.0041, 0.0023
O, 4.1227, 6.9923, 12.8541, -0.0072, 0.0063, -0.0012
O, 4.1756, 2.0116, 18.7236, 0.0026, 0.0042, -0.0005
O, 7.2887, 4.4222, 21.2614, 0.0127, 0.0068, -0.0109
O, 8.3985, 2.9344, 11.1076, 0.0102, -0.0031, 0.021
O, 1.1778, 6.8659, 17.3574, -0.0019, 0.0011, 0.0035
O, 5.6482, 1.568, 14.7533, 0.001, -0.0011, -0.0053
O, 8.1307, 9.7606, 11.5879, 0.0167, -0.0005, -0.0001
O, 9.2006, 6.2877, 21.2347, -0.0074, -0.0125, -0.0095
O, 8.9531, 7.7167, 12.8467, -0.002, -0.0041, -0.005
O, 1.6487, 0.1248, 11.8778, -0.0033, 0.0032, -0.0074
O, 6.6433, 6.1494, 17.0588, -0.0019, 0.0005, -0.0007
O, 7.4024, 7.8049, 15.0409, -0.0026, 0.0061, -0.0016
O, 1.2086, 10.3047, 21.2317, -0.001, 0.0152, -0.0174
O, 10.0295, 8.2022, 18.3538, -0.0003, -0.0008, 0.0031
O, 3.9464, 0.8488, 21.08, -0.0047, -0.0099, -0.02
O, 0.3506, 5.3347, 10.922, 0.0051, -0.011, 0.02
O, 6.7061, 1.5545, 9.6264, -0.004, -0.0009, 0.0025
O, 4.7836, 8.7026, 14.6755, 0.005, 0.0019, -0.0033

Results
free energy: -135861.157 eV
free energy less fixed offsets of O -568.88, P -755.39, Si -635.61 eV per atom: -6.047 eV

The program warned: the cutoff lies below the one the program advises for these potential files; the exchange-correlation potential is rough where the density is thin.
